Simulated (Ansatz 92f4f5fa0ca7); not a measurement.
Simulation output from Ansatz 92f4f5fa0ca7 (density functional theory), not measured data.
Periodic cell of 226 atoms, Si133O92B1, from a study of silicon, its oxide and their interface. The atomic structure is a simulated model.
Doubt: the cutoff is far below the 930 eV that the study's wrapper takes by default for these files, so forces and energies are approximate.

Settings: functional PBE; potential files Ansatz PAW; basis plane waves; wave-function cutoff 580 eV; density cutoff ratio 5; exchange-correlation grid ratio 1; k mesh 1 x 1 x 1, Gamma-centred; self-consistency stop 5e-08 eV per atom in the density residual; occupations fixed; spin none; net charge -1 e, with a uniform compensating background and no finite-size correction.

Cell vectors (angstrom)
a 10.938 0 0
b 0 10.938 0
c 0 0 31.9494

Atoms and the computed forces on them: element, x, y, z (angstrom), force x, y, z (eV/angstrom)
Si 10.633 -0.0115 24.3764 0.0391 -0.0012 -0.0247
Si 5.0785 0.128 24.6457 -0.0012 -0.015 -0.0104
Si 2.821 2.2989 24.5146 -0.0345 0.0082 -0.0581
Si 8.5766 2.4381 24.5346 -0.0045 0.0131 -0.0106
Si 10.7155 5.5898 24.3107 -0.008 -0.0328 -0.0125
Si 5.1636 5.615 24.4368 0.0014 -0.0026 -0.0692
Si 2.9913 7.9616 24.3815 -0.0161 0.0249 -0.0014
Si 8.42 7.8339 24.4078 -0.0124 -0.0206 -0.057
Si 1.2925 1.1246 25.8185 0.0147 -0.0071 0.0406
Si 6.8207 1.3306 25.7256 0.035 0.002 -0.0246
Si 3.9885 4.0118 25.7238 0.0001 0.0215 -0.0138
Si 9.6927 4.0226 25.834 0.0248 -0.0008 0.0099
Si 1.343 6.7978 25.6569 0.03 0.0068 -0.042
Si 6.8084 6.7221 25.7428 -0.0027 0.0146 0.0326
Si 3.9999 9.4728 25.9441 0.0068 -0.007 0.0229
Si 9.4917 9.4434 25.7876 0.0058 0.0127 -0.0144
Si 2.635 -0.1306 27.2892 -0.0392 -0.0241 0.0145
Si 8.1508 -0.0623 27.1349 -0.0719 -0.0369 -0.0117
Si 0.0863 2.6557 27.1991 0.0084 0.0052 0.0055
Si 5.4619 2.7283 27.1019 0.02 -0.0002 -0.0222
Si 2.6736 5.4228 27.102 -0.041 -0.0495 -0.0341
Si 8.2022 5.3733 27.1266 -0.0251 -0.0323 -0.0305
Si 0.0233 8.1597 27.122 -0.0211 -0.0112 -0.0166
Si 5.5142 8.1465 27.1734 0.0084 0.003 -0.0016
Si 4.0973 1.3394 28.4874 -0.0636 -0.0762 0.037
Si 9.5479 1.318 28.4974 0.0374 0.0497 0.0351
Si 1.4016 4.0704 28.566 -0.1097 0.0036 -0.0876
Si 6.8158 4.0656 28.5214 -0.0036 0.0072 -0.0219
Si 4.0841 6.7745 28.4796 0.0215 0.09 0.0619
Si 9.57 6.7863 28.468 -0.0444 0.003 0.0801
Si 1.2861 9.475 28.6451 0.1152 0.1033 -0.2052
Si 6.8313 9.5411 28.5634 -0.0175 0.0036 -0.0847
Si -0.0454 -0.0223 29.9324 -0.0299 0.0714 0.041
Si 5.4539 -0.011 29.896 -0.0025 0.0213 0.0066
Si 2.7765 2.7201 29.9009 0.0218 -0.091 0.0053
Si 8.1879 2.705 29.876 0.0396 -0.0292 -0.0038
Si -0.0172 5.4398 29.8884 0.0457 0.005 -0.0012
Si 5.4574 5.4467 29.888 0.0093 0.0114 0.002
Si 2.7389 8.1455 29.9103 0.0637 -0.0912 0.0311
Si 8.2257 8.175 29.88 0.0231 -0.0571 -0.016
Si 1.3706 1.3737 31.2543 0.0001 -0.0071 -0.0003
Si 6.8271 1.3672 31.2649 -0.0346 0.0016 -0.0076
Si 4.1173 4.083 31.2819 0.0128 0.0284 0.0186
Si 9.5503 4.0826 31.2584 -0.0158 -0.01 -0.0016
Si 1.3596 6.8067 31.2749 -0.0368 0.0124 0.0102
Si 6.8311 6.8404 31.2494 -0.0054 0.0018 -0.0013
Si 4.0921 9.558 31.2663 -0.0162 0.0074 0
Si 9.5481 9.5452 31.2915 0.0134 -0.0237 0.0307
Si 2.7363 0.0112 0.684 0.0347 0.0242 0.0005
Si 8.1983 0.0125 0.6793 0.0026 0.0052 -0.0152
Si 0.0101 2.748 0.6885 -0.0016 0.0015 -0.0268
Si 5.4845 2.7447 0.715 0.0161 -0.0251 0.0263
Si 2.7402 5.4589 0.686 -0.0051 -0.0123 -0.0122
Si 8.2051 5.4876 0.6774 0.0056 0.0003 -0.0114
Si 0.0121 8.2073 0.7105 0.022 -0.0137 0.0207
Si 5.4812 8.2213 0.6974 0.0101 -0.0086 -0.014
Si 4.1012 1.3782 2.0783 -0.0058 0.0076 0.0049
Si 9.5996 1.3519 2.043 0.0799 -0.0225 -0.017
Si 1.3576 4.1418 2.0682 -0.0616 0.0266 0.0124
Si 6.8457 4.1491 2.0628 -0.0709 0.0448 -0.0357
Si 4.0913 6.8475 2.0468 0.0129 0.0448 -0.0203
Si 9.5773 6.839 2.0797 0.0298 0.0197 0.0086
Si 1.3732 9.6136 2.0711 -0.0688 0.0029 -0.0089
Si 6.8408 9.6269 2.0605 -0.0939 0.0167 0.0018
Si 0.0232 0.0305 3.4922 -0.0163 -0.0039 -0.0819
Si 5.4782 0.03 3.4748 0.0177 0.0304 -0.0586
Si 2.7005 2.7639 3.4121 0.1019 -0.0133 0.0324
Si 8.2631 2.775 3.3398 -0.0811 -0.0282 0.1779
Si 0.026 5.5117 3.5007 -0.0433 -0.0225 -0.0984
Si 5.4636 5.5266 3.4408 0.0514 -0.0522 -0.0087
Si 2.7288 8.2323 3.406 0.0468 -0.0024 0.052
Si 8.2414 8.2934 3.3938 -0.0328 -0.1398 0.0698
Si 1.3649 1.4494 4.8582 0.0366 0.0311 0.0422
Si 6.9106 1.4672 4.7418 0.0637 0.0545 -0.0282
Si 4.0525 4.1461 4.7682 -0.0106 -0.017 -0.0225
Si 9.595 4.0726 4.799 0.0076 -0.012 0.0024
Si 1.36 6.9653 4.8601 0.0588 0.0378 0.0347
Si 6.8335 6.9861 4.7432 0.0365 0.0718 -0.0337
Si 4.0859 9.5662 4.8049 -0.0028 -0.0324 0.0017
Si 9.6183 9.5711 4.8586 0.0099 0.0246 0.0445
Si 2.758 0.0386 6.1494 -0.0347 -0.0214 -0.0058
Si 8.2941 0.1118 6.1182 -0.013 0.0165 -0.0124
Si 0.0126 2.7913 6.3272 -0.0258 0.0003 0.0033
Si 5.5113 2.8338 6.0776 0.0046 0.0066 -0.0267
Si 2.7519 5.5823 6.1551 -0.0293 -0.0045 -0.0155
Si 8.2502 5.5963 5.9715 0.001 0.0046 -0.0116
Si 0.0469 8.3013 6.393 -0.009 -0.0132 0.006
Si 5.491 8.2958 6.2388 -0.0033 -0.0155 -0.0133
Si 4.4231 1.1827 7.3424 -0.0101 0.0169 0.0678
Si 9.8086 1.1451 7.6553 -0.0077 0.0003 0.0326
Si 1.179 4.4912 7.5294 0.0241 0.0113 0.0482
Si 6.6375 4.5364 7.2581 0.0266 -0.0429 0.0372
Si 4.3167 6.6965 7.5601 -0.0219 0.0258 0.0709
Si 9.722 6.6065 7.5279 -0.0138 0.0084 0.0461
Si 1.289 9.939 7.7202 0.0205 0.0046 0.0909
Si 6.7149 9.952 7.433 0.0156 -0.0166 0.0743
O 9.5984 1.2403 23.9636 -0.0408 0.0024 -0.0021
O 4.1163 6.8127 23.9401 0.0028 -0.0353 0.0111
O 4.0129 1.2449 24.022 0.0189 -0.0053 0.014
O 9.5399 6.7046 23.8889 0.0071 0 0.0198
O -0.0272 5.5386 8.0234 -0.0061 0.0063 -0.0175
O 5.5666 0.1196 7.9167 -0.0016 0.0055 -0.0181
O 0.076 0.0841 8.1616 0.001 0.0014 -0.03
O 5.5327 5.6069 7.8884 -0.0045 0.0093 -0.0006
O 7.6064 3.9217 8.4163 -0.0411 0.0632 -0.1219
O 8.7158 7.0293 8.7843 0.0348 -0.0582 -0.1443
O 2.2009 9.4611 9.0454 -0.0614 0.0332 -0.1423
O 8.8976 1.6683 8.9568 0.0377 -0.0459 -0.1064
O 7.5964 9.4419 8.7295 -0.0333 0.0525 -0.1292
O 3.6091 1.8271 8.6047 0.0055 -0.0409 -0.0858
O 3.5611 7.2122 8.9523 0.0241 -0.0454 -0.1061
O 2.0639 3.9966 8.8343 -0.0583 0.042 -0.1054
O 8.1421 3.5039 23.3473 0.0621 -0.0346 0.1097
O 0.4559 4.9402 22.9307 -0.0222 0.0533 0.1077
O 1.9073 2.764 23.2323 0.049 -0.0518 0.1361
O 5.837 4.9119 23.1067 -0.0415 0.0389 0.1008
O 5.5247 9.9925 23.4874 -0.0672 0.0233 0.1504
O 2.4537 8.6973 23.0003 0.0415 -0.0273 0.1126
O 0.1943 10.0483 23.0489 -0.0452 0.0328 0.1305
O 7.7843 8.5752 23.0716 0.041 -0.0366 0.0985
Si 8.6815 7.6898 18.4326 -0.0221 0.022 -0.106
Si 8.762 6.3608 13.6612 0.0417 -0.0176 0.0556
Si 3.8248 1.6712 14.7978 0.039 0.0839 0.0923
Si 2.2711 5.7117 17.5052 -0.0305 0.0393 0.0161
Si 2.4376 3.1573 19.4541 0.0107 -0.0196 -0.1574
Si 9.7944 9.0277 12.1046 -0.0066 0.0262 0.1625
Si 1.3443 9.4093 22.028 -0.0183 -0.0063 -0.2713
Si 9.1544 0.9743 13.1837 0.0055 -0.0011 0.1046
Si 1.4307 5.0632 13.024 -0.0435 -0.014 0.0704
Si 1.7863 8.2672 12.8491 -0.0262 0.0277 0.1331
Si 6.6545 9.5561 22.412 -0.0161 0.0185 -0.2548
B 4.5778 4.6379 15.6977 -0.1217 -0.3847 -0.1352
Si 8.2062 3.0183 9.6073 0.0128 0.0603 0.2691
Si 0.899 8.2119 19.1972 -0.0448 0.0028 -0.1296
Si 6.9601 1.3496 21.0847 -0.0072 0.0194 -0.1914
Si 8.206 8.2881 9.7118 0.0281 0.0338 0.2845
Si 10.9206 5.219 15.5922 -0.0199 -0.0217 0.0159
Si 7.5797 9.504 16.3209 0.0152 0.0612 -0.047
Si 9.9359 2.0713 20.268 0.0057 -0.0051 -0.2152
Si 3.2175 8.4995 9.9439 0.0173 0.0057 0.2705
Si 6.5927 3.4232 17.3154 0.0312 -0.0334 -0.0386
Si 1.1738 0.2158 19.7608 -0.0149 0.0029 -0.159
Si 3.2258 2.8124 12.3341 0.0234 -0.0208 0.1188
Si 7.1972 5.3835 19.6441 0.0096 0.0848 -0.1583
Si 5.7354 8.6107 11.6184 0.0118 0.0316 0.175
Si 5.7325 6.0054 13.3374 0.0347 0.0282 0.0476
Si 4.6461 9.718 17.6187 -0.0087 0.0314 -0.1343
Si 1.0352 3.6077 22.1414 -0.0274 -0.0456 -0.2652
Si 4.9178 1.4936 18.786 -0.0282 0.0021 -0.1363
Si 3.1965 3.0733 9.5569 0.0688 0.0108 0.2741
Si 6.4209 10.8377 13.8076 -0.0153 0.0153 0.1388
Si 10.3433 0.1536 15.9666 -0.0077 -0.02 -0.0107
Si 5.6528 3.6557 11.2055 -0.06 0.0455 0.1677
Si 9.8377 3.9214 11.9158 0.0272 -0.0006 0.1727
Si 2.369 10.0036 15.5426 0.0014 0.0634 0.0707
Si 6.091 8.1263 19.7816 0.0461 -0.0275 -0.1909
Si 6.9346 3.9706 22.3516 -0.0002 -0.0475 -0.2487
Si 9.6873 2.8363 17.3367 0.0025 -0.0377 -0.0871
O 7.1866 6.3606 14.03 -0.0529 -0.0124 -0.001
O 1.9407 7.0539 18.5949 -0.002 0.053 0.0675
O 10.3006 4.0801 16.5336 -0.0082 0.0083 0.03
O 6.1856 9.9676 17.0662 -0.0241 0.0228 0.0582
O 10.1245 0.7121 14.4556 -0.0145 0.0166 -0.0394
O 8.4426 6.1115 18.8461 -0.0069 -0.0386 0.0535
O 5.1592 0.7125 14.4475 0.0408 -0.0084 -0.0451
O 5.7169 2.0552 17.4998 -0.0184 0.0052 0.031
O 8.3648 1.9467 20.5866 -0.0526 -0.0039 0.0636
O 2.0264 4.3122 18.3819 -0.0071 -0.043 0.0009
O 6.9588 2.8175 10.6538 0.0356 -0.0282 -0.0777
O 4.8575 2.6639 12.2182 0.0355 0.013 -0.0667
O 5.8936 4.4467 16.3016 0.1224 -0.0032 0.0198
O 4.5587 3.9186 9.9697 -0.0156 0.0015 -0.1262
O 10.7042 2.7813 21.5286 0.0467 0.0402 0.1197
O 9.7486 6.1804 14.9618 -0.0187 0.0214 -0.0144
O 6.0112 6.4957 19.8431 0.0057 -0.0045 0.0694
O 4.0969 0.1681 18.3046 0.0088 0.0206 0.0422
O 9.2567 10.562 12.2589 -0.0022 -0.023 -0.0595
O 2.8497 4.3782 12.6482 0.049 -0.0126 -0.0037
O 1.9081 10.7087 21.1801 0.018 -0.0352 0.1282
O 4.0089 2.7033 19.4133 -0.0007 0.043 0.0357
O 0.7493 10.1184 15.96 0.0064 -0.0099 0.0059
O 1.2858 9.8019 18.8078 0.0095 0.0041 0.0449
O 1.7133 1.6781 19.2451 -0.0173 -0.0088 0.0455
O 8.9588 10.3817 16.5004 -0.0051 0.014 0.0146
O 4.8883 8.5843 18.7775 0.0271 -0.0251 0.0987
O 9.559 8.7343 10.5088 -0.0401 -0.0274 -0.1518
O 6.6968 4.1047 18.8084 0.012 0.0149 0.0861
O 2.826 1.752 13.4639 -0.0063 0.0358 -0.0837
O 5.8372 8.7818 21.2475 0.0074 0.0294 0.1498
O 2.5418 2.4189 10.8998 -0.0161 0.0125 -0.1578
O 7.6017 4.8303 21.1366 -0.0115 -0.0364 0.1315
O 5.1983 7.4291 12.6281 0.003 0.0416 -0.0779
O 0.4095 9.0584 12.5284 0.0035 -0.0083 -0.0392
O 7.5622 1.0606 13.5458 0.021 0.025 -0.0447
O 7.1127 9.6599 14.7564 0.0049 0.0077 -0.0348
O 8.9628 5.0411 12.7078 0.0169 -0.0097 -0.0702
O 8.1018 8.0405 16.912 0.0298 -0.0445 0.0499
O 6.2135 2.5626 21.9092 -0.0005 0.0269 0.0857
O 2.4509 9.1161 14.1144 0.0061 -0.0056 -0.0793
O 0.4145 4.5248 11.8517 -0.0139 0.0027 -0.0563
O 0.8678 8.2936 20.8868 0.0202 0.029 0.1362
O 9.3813 3.8482 10.3534 -0.0579 -0.0243 -0.1413
O 9.6475 2.3971 12.5222 -0.0012 0.0353 -0.0748
O 7.6458 8.5587 19.3941 -0.0409 -0.0168 0.055
O 2.5219 8.1855 11.3827 0.0491 -0.0078 -0.1616
O 4.0334 3.1723 15.3603 -0.0191 0.0127 0.057
O 0.8072 4.4638 14.4031 0.0103 0.0162 -0.0298
O 9.996 3.0223 18.938 -0.0125 -0.0279 0.1089
O 9.1039 7.8161 12.9688 0.0003 0.0179 -0.0596
O 10.5202 0.5514 20.0394 -0.0098 0.0052 0.0553
O 6.0108 5.017 12.0144 0.0163 -0.0258 -0.0779
O 8.0984 2.858 16.9522 0.0041 0.0071 0.0121
O 3.6218 5.4045 16.6481 -0.0801 0.1185 0.0699
O 4.6765 9.0756 10.4259 -0.0357 -0.0035 -0.0913
O 1.5376 6.6853 13.2016 0.0098 0.007 -0.0128
O 4.7216 5.4219 14.4449 0.0362 0.0225 0.002
O 2.0611 3.8585 20.899 -0.0136 0.0176 0.1268
O 10.4811 1.46 16.9325 -0.0087 0.0455 0.0247
O 1.017 6.0728 16.4951 0.0423 -0.0293 0.0185
O 7.3449 10.9526 21.9378 -0.0026 -0.0472 0.0984
O 5.9607 0.9153 19.8997 0.0749 -0.0007 0.1129
O 6.0463 9.9959 12.4423 -0.0266 -0.0638 -0.1148
O 2.8834 0.6161 15.6439 -0.0234 -0.0328 -0.0066
O 7.0417 7.9785 10.8165 0.0161 -0.0125 -0.0826
O 10.2723 7.9928 18.6726 0.0351 -0.0079 0.0312
O 3.4629 9.2398 16.5603 0.0122 -0.0322 0.0403

Results
free energy: -137020.777 eV
free energy less fixed offsets of B -154.04, O -568.88, Si -635.61 eV per atom: 6.353 eV

The program warned: the cutoff lies below the one the program advises for these potential files; the forces do not sum to zero within the program's tolerance; the exchange-correlation potential is rough where the density is thin.
